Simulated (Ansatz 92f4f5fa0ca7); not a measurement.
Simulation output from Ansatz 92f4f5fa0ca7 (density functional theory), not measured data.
Periodic cell of 223 atoms, Si133O90, from a study of silicon, its oxide and their interface. The atomic structure is a simulated model.
Doubt: the cutoff is far below the 930 eV that the study's wrapper takes by default for these files, so forces and energies are approximate.
This geometry differs little from another in the collection (a relaxation step or a small displacement).

Settings: functional PBE; potential files Ansatz PAW; basis plane waves; wave-function cutoff 580 eV; density cutoff ratio 5; exchange-correlation grid ratio 1; k mesh 1 x 1 x 1, Gamma-centred; self-consistency stop 5e-08 eV per atom in the density residual; occupations fixed; spin none; net charge 0.

Cell vectors (angstrom)
a, 10.938, 0, 0
b, 0, 10.938, 0
c, 0, 0, 32.2284

Atoms: element, x, y, z (angstrom)
Si, -0.3903, 0.2206, 24.7892
Si, 5.2252, 0.2398, 24.927
Si, 2.9339, 2.4436, 24.9575
Si, 8.3502, 2.5458, 24.7283
Si, -0.4273, 5.6672, 24.5996
Si, 5.1564, 5.5425, 24.6842
Si, 3.1274, 8.0163, 24.5991
Si, 8.4064, 8.0687, 24.7961
Si, 1.2843, 1.2862, 26.1108
Si, 6.8125, 1.4323, 26.1376
Si, 4.0485, 4.1027, 26.1749
Si, 9.528, 4.1043, 26.0689
Si, 1.3543, 6.8442, 25.797
Si, 6.7846, 6.783, 25.962
Si, 4.1046, 9.5194, 26.145
Si, 9.5208, 9.5801, 26.182
Si, 2.704, -0.0392, 27.4649
Si, 8.1574, 0.0272, 27.4876
Si, -0.0071, 2.7537, 27.4433
Si, 5.4651, 2.7809, 27.4977
Si, 2.6496, 5.5267, 27.3993
Si, 8.1616, 5.4755, 27.4219
Si, 0.0522, 8.1834, 27.3874
Si, 5.5101, 8.1674, 27.4432
Si, 4.1018, 1.3673, 28.8102
Si, 9.5708, 1.3673, 28.8102
Si, 1.3673, 4.1018, 28.8102
Si, 6.8362, 4.1018, 28.8102
Si, 4.1018, 6.8362, 28.8102
Si, 9.5708, 6.8362, 28.8102
Si, 1.3673, 9.5708, 28.8102
Si, 6.8362, 9.5708, 28.8102
Si, 0, 0, 30.1774
Si, 5.469, 0, 30.1774
Si, 2.7345, 2.7345, 30.1774
Si, 8.2035, 2.7345, 30.1774
Si, 0, 5.469, 30.1774
Si, 5.469, 5.469, 30.1774
Si, 2.7345, 8.2035, 30.1774
Si, 8.2035, 8.2035, 30.1774
Si, 1.3673, 1.3673, 31.5447
Si, 6.8362, 1.3673, 31.5447
Si, 4.1018, 4.1018, 31.5447
Si, 9.5708, 4.1018, 31.5447
Si, 1.3673, 6.8362, 31.5447
Si, 6.8362, 6.8362, 31.5447
Si, 4.1018, 9.5708, 31.5447
Si, 9.5708, 9.5708, 31.5447
Si, 2.7345, 0, 0.6835
Si, 8.2035, 0, 0.6835
Si, 0, 2.7345, 0.6835
Si, 5.469, 2.7345, 0.6835
Si, 2.7345, 5.469, 0.6835
Si, 8.2035, 5.469, 0.6835
Si, 0, 8.2035, 0.6835
Si, 5.469, 8.2035, 0.6835
Si, 4.1018, 1.3673, 2.0507
Si, 9.5708, 1.3673, 2.0507
Si, 1.3673, 4.1018, 2.0507
Si, 6.8362, 4.1018, 2.0507
Si, 4.1018, 6.8362, 2.0507
Si, 9.5708, 6.8362, 2.0507
Si, 1.3673, 9.5708, 2.0507
Si, 6.8362, 9.5708, 2.0507
Si, 0, 0, 3.418
Si, 5.469, 0, 3.418
Si, 2.7345, 2.7345, 3.418
Si, 8.2035, 2.7345, 3.418
Si, 0, 5.469, 3.418
Si, 5.469, 5.469, 3.418
Si, 2.7345, 8.2035, 3.418
Si, 8.2035, 8.2035, 3.418
Si, 1.3604, 1.3543, 4.8229
Si, 6.8294, 1.3748, 4.7803
Si, 4.1363, 4.0631, 4.7529
Si, 9.5891, 4.0925, 4.8231
Si, 1.3827, 6.8394, 4.8197
Si, 6.8496, 6.8165, 4.7454
Si, 4.0743, 9.5834, 4.832
Si, 9.6469, 9.5558, 4.7138
Si, 2.6911, -0.0161, 6.2814
Si, 8.2941, 0.0045, 5.9958
Si, 0.0297, 2.7473, 6.2359
Si, 5.4525, 2.6995, 6.1954
Si, 2.8012, 5.4362, 6.1117
Si, 8.1905, 5.4627, 6.1596
Si, 0.0772, 8.3031, 6.1851
Si, 5.5068, 8.1967, 6.1023
Si, 3.8926, 1.5324, 7.5804
Si, 9.711, 1.1577, 7.4733
Si, 1.7395, 3.8525, 7.4878
Si, 6.5628, 4.3303, 7.4783
Si, 4.3767, 6.6067, 7.4068
Si, 9.3572, 7.1518, 7.318
Si, 1.0737, 9.8987, 7.7533
Si, 7.1817, 9.3631, 7.2702
O, 4.0571, 1.3261, 24.4319
O, 9.5056, 6.9407, 24.3275
O, 4.1425, 6.7624, 24.1867
O, 9.4619, 1.3864, 24.3096
O, 5.4718, 5.4836, 7.9483
O, 1.5374, -1.349, 9.3271
O, 8.2192, 8.2204, 7.8869
O, 2.8076, 2.7074, 8.0581
O, 7.0794, 3.6103, 8.8749
O, 1.2176, 4.7029, 8.8092
O, 3.6852, 7.3451, 8.7123
O, 10.8151, 0.0615, 8.006
O, 10.2324, 6.6305, 8.6094
O, 1.2522, 6.1762, 16.5435
O, 4.4665, 0.7697, 8.9504
O, 6.6742, 10.3208, 8.4911
O, 5.5551, 4.6422, 23.3508
O, 7.7333, 3.184, 23.3271
O, 0.9294, 1.5354, 22.0172
O, 0.0958, 10.4136, 23.3969
O, 6.0042, 10.5298, 23.6433
O, 2.2321, 3.1879, 23.6642
O, 1.3145, 4.1699, 21.3923
O, 8.0453, 8.8826, 23.4109
Si, 4.7902, 10.2758, 14.35
Si, 0.3144, 13.2415, 14.7034
Si, 7.9858, -6.9605, 12.3844
Si, 12.477, -12.723, 10.9121
Si, -15.0259, -11.1174, 12.2226
Si, -0.3131, 6.6552, 16.5631
Si, 6.9253, -1.2147, 22.5919
Si, 3.083, 9.603, 21.7447
Si, 12.8415, -8.1003, 22.1089
Si, -10.1176, 9.3752, 16.2363
Si, 8.0584, 1.8626, 14.3576
Si, -6.1438, -5.0622, 14.9912
Si, 5.5615, 10.6745, 9.6056
Si, 13.5817, -3.903, 16.5636
Si, 11.9122, -9.6711, 17.6018
Si, -1.2449, 13.5399, 19.526
Si, -5.215, 6.058, 12.1727
Si, -3.071, 8.1617, 12.798
Si, 14.8569, 2.1394, 18.3214
Si, -0.2623, 15.4692, 21.5532
Si, 1.7047, 10.7111, 13.6205
Si, -0.3298, -4.0174, 11.9179
Si, -0.2009, 5.282, 9.3532
Si, 17.895, -1.4601, 18.1784
Si, 11.363, 10.9302, 21.8796
Si, -6.8217, 7.8293, 10.2145
Si, 6.4021, 3.5627, 22.4484
Si, 4.4524, 12.4386, 21.2074
Si, -4.221, -2.7924, 15.4957
Si, 4.3437, 4.9113, 17.6751
Si, -0.4486, 5.1459, 14.0343
Si, 5.2397, 8.1333, 20.4718
Si, 8.4826, 3.0798, 9.516
Si, 20.2494, 5.5166, 19.1683
Si, 6.0634, 12.0291, 16.4457
Si, -4.5307, 16.3563, 19.8832
Si, -2.3266, 10.9214, 20.2825
O, 9.6804, 12.8555, 14.474
O, 0.5313, 3.8666, 14.2795
O, -8.0035, 8.9253, 23.2297
O, 2.228, -2.3164, 16.6912
O, 14.1374, -11.5418, 14.1255
O, 7.6773, 11.618, 13.3129
O, 4.0349, 10.9508, 21.7385
O, 6.7156, 4.2718, 21.0084
O, 4.8512, -5.4993, 13.4162
O, -2.5357, 2.9818, 11.1442
O, -7.4562, -4.0915, 15.1692
O, -1.6875, 3.9381, 18.6845
O, 11.1566, -2.6415, 11.2852
O, 18.3157, 3.1795, 13.6674
O, -0.4392, -6.0181, 23.1203
O, 7.5771, -0.1601, 21.5357
O, -3.4669, 12.6364, 15.8727
O, -0.3805, 8.2734, 16.339
O, -3.6002, 8.4407, 16.9779
O, -1.899, 7.2284, 12.2181
O, 8.2538, 9.8229, 19.1216
O, 5.7932, 8.8127, 19.1042
O, 2.8167, -2.7741, 11.1292
O, 0.7717, -1.089, 14.6601
O, -0.9911, -4.532, 17.9992
O, -1.0742, 5.7503, 15.4273
O, 6.3499, 0.5107, 10.8258
O, 4.9525, 9.2363, 10.1051
O, 10.1149, -0.2091, 20.8663
O, 17.148, 6.5982, 15.4148
O, 8.5096, 1.4779, 19.6154
O, 3.4458, 14.6534, 18.3508
O, -5.5633, 6.5196, 20.4755
O, 5.4674, -0.7199, 12.8846
O, 0.7182, 2.1755, 16.275
O, 7.8318, 6.1029, 19.4984
O, 0.578, -0.2886, 17.2402
O, -1.6363, 4.6932, 13.0121
O, 1.571, 10.368, 12.0192
O, 6.3898, 10.8325, 17.4871
O, 4.8426, -4.4112, 10.8883
O, 16.6933, 4.8777, 18.4952
O, 6.0482, 8.6365, 21.7847
O, 12.2279, -9.5878, 13.7938
O, 14.188, 2.5679, 21.2969
O, 9.6315, 15.0762, 9.0865
O, 4.6095, 4.6503, 16.0649
O, 3.6736, -2.4076, 20.6745
O, 5.6659, 2.1422, 22.094
O, -8.3782, -9.6627, 18.0225
O, 1.5986, 10.011, 21.2383
O, -3.0196, 8.4749, 14.4152
O, -5.5761, -1.9001, 15.2428
O, -4.0718, 15.9143, 11.7561
O, 5.0843, 2.137, 17.1856
O, 8.9098, 1.6625, 8.8349
O, -0.0658, -5.2666, 10.908
O, 0.07, 1.8925, 18.8247
O, 3.5731, 6.3801, 17.7688
O, -3.0913, 9.5096, 11.8874
O, 10.2266, 5.7068, 20.523
O, 11.2903, 17.3307, 13.3138
O, 5.2099, 0.6867, 15.1265
O, -1.044, 14.1001, 21.0654
O, 4.72, 1.4872, 19.6005
O, 6.4359, -3.5162, 12.6529

Results
free energy: -135737.365 eV
free energy less fixed offsets of O -568.88, Si -635.61 eV per atom: -2.035 eV

Forces (eV/angstrom), in the order of the atoms: element, x, y, z
Si, -0.0044, 0.0003, -0.0106
Si, 0.0003, -0.0014, -0.0058
Si, 0.0054, -0.0003, -0.0097
Si, 0.0017, 0.0013, -0.0063
Si, -0.0013, -0.0002, -0.0038
Si, -0.0026, 0.0009, -0.0112
Si, 0.0021, -0.0015, -0.0027
Si, 0.002, -0.0031, -0.0072
Si, 0.0016, 0.0023, 0.0062
Si, -0.0041, 0.0009, 0.0024
Si, -0.0035, -0.0026, 0.0013
Si, -0.0026, 0.0024, -0.0005
Si, -0.002, 0.0008, -0.0018
Si, 0.003, 0.0017, 0.0024
Si, 0.0017, -0.0008, 0.0012
Si, -0.0016, 0.0005, 0.0023
Si, -0.0017, 0.0003, -0.0045
Si, 0.0034, -0.0001, -0.0038
Si, 0.0004, -0.0045, -0.0043
Si, 0.0017, -0.0017, -0.0054
Si, 0.0032, 0.001, -0.0023
Si, 0.0017, -0.0001, -0.005
Si, 0.0008, -0.0017, -0.0023
Si, -0.0034, -0.0003, -0.0045
Si, -0.1157, -0.0847, -0.0285
Si, -0.0346, 0.1769, 0.0961
Si, -0.1209, 0.248, -0.0451
Si, 0.1098, 0.2641, 0.3945
Si, -0.185, -0.0059, -0.2122
Si, 0.1105, -0.0028, -0.422
Si, -0.0598, -0.3842, 0.225
Si, -0.0755, -0.1352, 0.2392
Si, -0.0623, -0.0453, -0.0391
Si, -0.0616, -0.1201, 0.0015
Si, 0.0368, 0.0112, -0.0346
Si, 0.0627, 0.0283, 0.019
Si, -0.0443, -0.1037, -0.0006
Si, -0.024, -0.0829, -0.0117
Si, 0.0245, 0.03, 0.0127
Si, 0.0487, 0.1091, -0.0298
Si, -0.006, -0.0037, -0.0199
Si, -0.0081, 0.0148, -0.0437
Si, 0.0305, 0.0149, -0.0001
Si, -0.0196, 0.0284, -0.0134
Si, 0.0045, 0.0082, -0.0389
Si, -0.0167, 0.0091, -0.0278
Si, -0.0256, 0.0419, -0.0094
Si, -0.01, -0.0206, 0.0013
Si, 0.0641, -0.0671, 0.009
Si, -0.0078, 0.0193, 0.0199
Si, -0.0633, 0.0323, 0.0113
Si, 0.0068, -0.0314, 0.0314
Si, -0.0302, -0.0044, 0.0172
Si, 0.0293, -0.0629, 0.0013
Si, 0.0308, -0.0045, 0.0277
Si, 0.0197, 0.015, 0.0158
Si, -0.0596, -0.0123, -0.0084
Si, 0.047, -0.0095, 0.0213
Si, 0.0318, -0.0287, 0.0446
Si, 0.0205, 0.1064, -0.0187
Si, 0.0208, -0.0211, 0.0337
Si, -0.065, 0.0341, -0.0232
Si, 0.0069, 0.1139, -0.019
Si, 0.0081, -0.0227, 0.051
Si, 0.3847, 0.2478, -0.4445
Si, -0.2441, 0.0157, 0.1922
Si, -0.0906, -0.2382, 0.0245
Si, 0.0701, 0.1096, 0.1348
Si, -0.0328, 0.0846, 0.2857
Si, 0.0818, -0.1642, -0.3138
Si, 0.0215, 0.0371, 0.2005
Si, 0.2224, -0.1184, -0.2251
Si, 0.001, 0.0022, 0.0008
Si, 0.0007, -0.0013, 0.0019
Si, -0.0035, 0.0011, 0.0015
Si, 0.0016, -0.0002, 0.0003
Si, -0.0007, 0.002, 0.0013
Si, 0.0002, 0.0024, 0.0029
Si, 0.0013, -0.0006, -0.0003
Si, -0.0023, -0.0025, 0.0033
Si, -0.0024, -0.0004, -0.0039
Si, 0.0023, 0.0001, -0.0006
Si, 0.0004, -0.0033, 0.0013
Si, 0.0045, 0.0031, -0.0066
Si, 0.0035, -0.0031, 0
Si, -0.001, -0.0006, -0.0042
Si, 0, 0.0004, -0.006
Si, 0.0013, -0.002, -0.0026
Si, -0.0065, 0.0009, 0.0139
Si, 0.0001, -0.0017, -0.0017
Si, 0.0036, -0.002, 0.0019
Si, -0.0064, 0.0013, 0.006
Si, -0.0022, -0.0029, -0.0001
Si, -0.0033, 0.0063, 0.0061
Si, -0.0022, 0.0029, 0.012
Si, 0.0028, -0.0001, 0.0057
O, -0.0055, 0.0036, 0.0027
O, -0.0016, 0.0018, 0.0008
O, -0.0003, -0.0013, 0.0012
O, 0.0023, -0.0029, 0.0026
O, 0.0027, -0.0009, -0.0022
O, -0.0009, 0.0011, -0.0088
O, -0.0002, -0.0003, -0.0037
O, -0.002, 0.0013, -0.0036
O, -0.0011, 0.0008, -0.002
O, -0.0003, -0.0031, -0.002
O, 0, -0.0002, -0.002
O, 0.0011, -0.0006, -0.0013
O, 0.0022, -0.0009, -0.001
O, 0.0001, -0.0001, -0.0007
O, -0.0002, 0.0009, -0.0051
O, -0.0034, -0.0013, -0.0001
O, -0.0002, 0.0019, 0.0032
O, -0.0002, -0.0008, 0.001
O, 0.0034, 0.0032, -0.0006
O, -0.0013, 0.001, 0.0034
O, -0.002, 0.0016, 0.0022
O, 0.0022, -0.0037, -0.0046
O, 0.0028, -0.0023, 0
O, 0.002, -0.0021, 0.0042
Si, -0.0011, 0.0001, 0.0006
Si, -0.0003, -0.0003, 0.0007
Si, 0.0002, -0.0007, 0.0021
Si, -0.0015, -0.0014, 0.0017
Si, 0.0012, -0.0008, 0.0012
Si, 0, -0.0001, -0.0002
Si, -0.0005, 0.0006, -0.001
Si, 0.0003, -0.0003, -0.002
Si, 0.0067, -0.0028, -0.0018
Si, -0.0001, 0, 0.0001
Si, -0.0004, -0.0007, 0.0007
Si, -0.0002, -0.0005, 0.0005
Si, 0.0046, -0.0016, -0.0026
Si, -0.0004, -0.0003, -0.0003
Si, 0, 0.0001, -0.0013
Si, -0.0007, 0.0002, -0.0014
Si, 0, -0.0001, 0.0016
Si, 0.0001, 0.0005, 0.0007
Si, -0.0002, -0.0002, 0.0005
Si, -0.0015, -0.0001, -0.0008
Si, -0.0001, -0.0003, 0.0013
Si, 0.0004, 0.0002, 0.0009
Si, 0.0006, 0.0003, 0.0025
Si, -0.0003, 0.0003, -0.0014
Si, -0.0007, 0.0009, -0.0014
Si, 0.0004, 0, 0.002
Si, 0, -0.0006, -0.0001
Si, -0.0016, 0.0058, 0
Si, 0, -0.0003, 0.0002
Si, -0.0003, -0.001, -0.0009
Si, -0.0002, -0.0004, 0.0007
Si, 0.0003, -0.0004, -0.0009
Si, 0.001, -0.0014, 0.002
Si, -0.0003, -0.0003, -0.0013
Si, 0, 0, -0.0006
Si, -0.0001, 0.0005, -0.0018
Si, -0.0012, 0.0004, -0.0018
O, -0.0002, -0.0002, -0.0011
O, -0.0006, 0.0002, -0.0012
O, -0.0003, -0.0022, 0.0025
O, -0.0001, -0.0004, -0.0007
O, -0.0001, -0.0004, -0.0018
O, -0.0004, -0.0004, -0.0019
O, 0.0009, 0.0013, 0.0004
O, -0.0006, -0.0014, 0.0007
O, -0.0002, 0, -0.0019
O, 0.0001, 0.0016, -0.0013
O, -0.0006, 0, -0.0007
O, -0.0003, -0.0002, -0.0002
O, 0.0011, -0.0004, -0.0018
O, 0.0006, 0.0006, -0.0028
O, 0.0008, 0.0012, 0.003
O, -0.0005, -0.0011, -0.0001
O, -0.0001, -0.0005, -0.001
O, -0.0003, -0.0004, -0.0006
O, -0.0002, -0.0002, -0.0007
O, -0.0001, -0.0008, -0.0013
O, 0.0001, -0.0001, -0.0003
O, -0.0007, -0.0006, -0.0002
O, 0.0002, 0, -0.0013
O, 0.0003, 0.0002, -0.0017
O, -0.0002, 0, -0.0001
O, -0.0001, -0.0003, -0.001
O, -0.0008, -0.0006, -0.0016
O, 0.0004, 0.0016, -0.0019
O, 0.0018, -0.0001, 0.0008
O, -0.0003, -0.0003, -0.001
O, -0.0002, -0.0007, -0.0007
O, 0.0006, 0.0001, -0.0012
O, -0.0002, -0.0007, -0.0009
O, -0.0003, -0.0005, -0.0012
O, -0.0001, -0.0006, -0.0004
O, -0.0012, -0.0006, -0.0001
O, -0.0004, 0.0001, -0.0005
O, -0.0014, -0.0008, -0.0009
O, -0.0004, -0.0002, -0.0005
O, -0.0005, -0.0009, -0.0003
O, 0, -0.0007, -0.0009
O, 0.0002, 0.0001, 0.0001
O, -0.0008, -0.0004, -0.001
O, -0.0002, -0.0005, -0.0013
O, -0.0062, -0.0047, 0.0047
O, -0.0008, 0.0019, -0.0028
O, -0.0003, 0.0002, -0.0005
O, -0.001, 0.0002, -0.0004
O, -0.006, 0.0002, -0.0038
O, 0.0004, -0.0003, -0.001
O, -0.0003, 0.0001, -0.0011
O, -0.0002, -0.0007, -0.0011
O, -0.0002, -0.0003, -0.0009
O, 0.0003, -0.0011, -0.0016
O, -0.0014, -0.0003, 0.0004
O, 0.0017, 0.0001, -0.0016
O, -0.0021, -0.0006, -0.0029
O, 0.0001, -0.0002, -0.0003
O, -0.0002, -0.0001, -0.0009
O, -0.0009, 0.0005, -0.0008
O, -0.0002, -0.0003, -0.0001
O, -0.0004, -0.0005, -0.0012
O, -0.0003, -0.0003, -0.0012
O, 0.0004, 0.0004, 0
O, -0.0013, 0.0013, 0.0027
O, -0.0008, -0.0007, -0.001

The program warned: the cutoff lies below the one the program advises for these potential files; the forces do not sum to zero within the program's tolerance; the exchange-correlation potential is rough where the density is thin.
